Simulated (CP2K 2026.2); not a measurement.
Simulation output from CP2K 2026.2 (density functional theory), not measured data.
Periodic cell of 509 atoms, Si360O149, from a study of silicon, its oxide and their interface. The atomic structure is a simulated model.
Doubt: the forces sum to 1.97 eV/angstrom along one axis rather than to zero, so they err by at least 0.0039 eV/angstrom per atom on average; the grid cutoff is modest.

Settings
functional: PBE
method: Gaussian and plane waves
basis set: DZVP-MOLOPT-SR-GTH
pseudopotentials: GTH-PBE
grid cutoff: 300 Ry, relative cutoff 40 Ry
k points: Gamma only
occupations: fixed
spin: none
net charge: 0

Cell vectors (angstrom)
a	16.32	0	0
b	0	16.32	0
c	-1.1818	6.0716	33.6306

Atoms and the computed forces on them: element, x, y, z (angstrom), force x, y, z (eV/angstrom)
Si	-1.976	-0.851	1.485	-0.118	0.086	0.647
Si	0.599	1.896	1.528	-0.115	0.123	0.637
Si	-0.106	5.453	2.776	0	-0.006	0.036
Si	0.801	7.289	1.558	0.017	0.06	-0.013
Si	-0.919	-7.328	1.599	0.02	-0.018	-0.007
Si	1.961	-4.77	1.35	0.067	-0.025	0.067
Si	4.731	-1.927	1.55	0.045	-0.052	0.047
Si	7.127	1.295	1.157	-0.127	-0.046	0.706
Si	3.407	4.016	0.823	-0.274	-0.374	0.523
Si	7.433	6.297	1.476	0.042	-0.069	-0.019
Si	3.811	9.863	1.303	-0.058	-0.004	-0.057
Si	-9.866	-3.659	1.738	-0.38	0.232	0.476
Si	-7.016	-0.672	-0.218	0.194	-0.257	0.563
Si	-3.668	0.83	1.63	-0.009	0.019	-0.029
Si	-7.152	4.603	1.593	0.017	-0.006	-0.038
Si	-4.097	6.435	-0.612	-0.194	0.349	0.518
Si	-6.551	-6.974	1.408	0.255	-0.291	0.35
Si	-4.655	-3.594	1.382	-0.073	0.133	0.571
Si	-0.17	0.029	2.714	0.011	-0.029	-0.066
Si	2.52	2.737	2.583	-0.008	-0.048	-0.059
Si	-1.048	3.632	1.55	0.02	-0.012	-0.041
Si	2.706	8.208	2.658	0.017	0.003	-0.021
Si	0.167	-5.568	2.735	-0.004	0.021	-0.025
Si	2.815	-2.879	2.61	0.012	-0.01	-0.018
Si	5.596	0.021	2.576	0.01	0.039	-0.046
Si	-8.064	2.714	2.691	0.02	-0.055	-0.008
Si	5.585	5.47	2.693	0.334	0.207	0.403
Si	-8.094	8.146	2.703	-0.041	0.035	-0.006
Si	5.339	-5.422	2.808	-0.013	0.012	-0.048
Si	-8.116	-2.663	2.919	-0.002	0.018	0.031
Si	-5.344	-0.138	2.929	-0.023	0.014	0.038
Si	-2.751	2.655	2.803	-0.016	-0.007	-0.032
Si	-5.47	5.699	2.762	0.039	0.021	-0.008
Si	-2.832	8.174	2.703	-0.033	-0.021	-0.038
Si	-5.472	-5.365	2.733	0.022	0.014	-0.02
Si	-2.822	-2.716	2.649	0.022	-0.013	-0.098
Si	-1.392	1.357	4.232	-0.05	0.033	-0.048
Si	1.371	4.159	4.083	-0.012	0.002	-0.045
Si	-1.536	6.743	4.108	-0.013	0.014	-0.025
Si	1.418	9.462	4.205	0.045	-0.026	-0.049
Si	-1.318	-4.097	3.911	-0.013	0.021	-0.001
Si	1.364	-1.403	3.866	0.003	-0.005	0.004
Si	4.053	1.361	3.847	0.03	0.005	0.015
Si	6.778	3.971	4.07	-0.011	0.022	-0.062
Si	4.128	6.828	3.988	-0.024	-0.021	-0.005
Si	6.781	-6.83	4.021	0.026	-0.014	0.015
Si	4.037	-4.092	4.216	-0.036	0.03	-0.038
Si	-9.45	-1.21	4.158	-0.042	0.031	-0.007
Si	-6.732	1.367	4.092	-0.042	-0.005	0.005
Si	-4.116	4.159	4.011	-0.021	0.01	-0.01
Si	-6.809	6.894	4.227	-0.006	-0.021	0.005
Si	-4.051	-6.693	4.091	-0.016	-0.014	-0.014
Si	-6.846	-4.139	4.2	0.006	0.004	-0.038
Si	-4.026	-1.472	4.278	0.01	0.019	-0.025
Si	-2.706	-0.033	5.568	0.033	-0.03	0.021
Si	0.027	2.76	5.458	0.026	0.002	-0.003
Si	-2.786	5.401	5.505	-0.017	-0.023	0.021
Si	-0.054	8.095	5.423	0.021	0.007	-0.033
Si	-2.65	-5.385	5.416	-0.002	0.005	0
Si	0.018	-2.726	5.315	-0.02	0.023	0.005
Si	2.722	-0.022	5.263	0.019	0.034	-0.005
Si	5.375	2.656	5.381	-0.043	-0.037	-0.016
Si	2.77	5.48	5.404	-0.002	0.01	0.015
Si	5.436	-8.158	5.418	-0.008	-0.019	0.012
Si	2.713	-5.463	5.557	0.016	0.028	0.024
Si	5.47	-2.667	5.436	-0.008	0.007	-0.025
Si	-8.104	0.081	5.52	0.036	-0.01	0.023
Si	-5.415	2.767	5.421	-0.015	-0.002	0.03
Si	-8.197	5.414	5.435	-0.009	0.038	-0.063
Si	-5.412	8.255	5.499	0.025	0.019	-0.041
Si	-8.212	-5.506	5.479	-0.007	0.004	0.01
Si	-5.456	-2.794	5.551	0.022	0.016	-0.002
Si	-1.292	-1.404	6.808	0.007	-0.015	-0.014
Si	1.403	1.339	6.726	-0.013	-0.027	-0.018
Si	-1.362	4.074	6.827	-0.009	0.011	0.01
Si	1.357	6.783	6.78	-0.008	-0.022	-0.013
Si	-1.348	9.519	6.783	-0.022	0.006	-0.002
Si	1.322	-4.059	6.793	-0.028	0.013	-0.006
Si	4.06	-1.326	6.743	-0.018	0.019	-0.006
Si	6.765	1.383	6.81	0.004	0.003	0.001
Si	4.081	4.07	6.76	0.01	0.005	-0.003
Si	6.775	6.781	6.792	-0.017	0.028	-0.018
Si	4.107	-6.82	6.84	0.011	-0.023	0.01
Si	6.788	12.248	6.801	0.014	-0.01	0
Si	-6.79	-1.356	6.847	-0.006	0.019	0.006
Si	-4.088	1.381	6.824	-0.034	0.04	0.007
Si	-6.812	4.085	6.798	0.032	-0.026	-0.01
Si	-4.104	6.821	6.833	0.014	-0.026	0.004
Si	-6.812	-6.787	6.862	0.011	-0.005	0.009
Si	-4.037	-4.112	6.849	0.006	0.01	-0.003
Si	0.05	-0.004	8.132	0.007	0.001	0.009
Si	2.726	2.707	8.123	0.004	0.003	0.006
Si	0.008	5.437	8.165	0.019	-0.013	0.013
Si	2.709	-8.175	8.157	-0.008	0.002	0.004
Si	-0.012	-5.435	8.161	-0.001	0.004	0.01
Si	2.71	-2.695	8.124	0.003	0.004	0.005
Si	5.417	0.001	8.148	0.022	-0.002	0.005
Si	8.138	2.738	8.162	-0.034	0.007	0
Si	5.424	5.423	8.151	-0.008	-0.003	0.011
Si	8.144	8.136	8.168	0.023	-0.007	0.005
Si	5.447	10.888	8.176	0.001	0.003	0.018
Si	8.153	-2.724	8.174	0.011	-0.008	0.015
Si	-5.44	0.016	8.188	0.003	-0.004	0.013
Si	-2.716	2.717	8.184	0.027	-0.019	0.016
Si	-5.462	5.447	8.171	-0.023	0.033	-0.002
Si	-2.712	8.17	8.165	-0.001	-0.005	0
Si	-5.426	-5.444	8.204	-0.001	0.001	0
Si	-2.687	-2.728	8.178	-0.013	0.011	-0.001
Si	-1.359	1.361	14.939	-0.008	-0.005	-0.015
Si	1.349	4.083	14.977	0.002	0.002	-0.004
Si	-1.355	6.8	14.963	-0.002	-0.007	-0.007
Si	1.377	-6.788	14.97	-0.019	0.032	-0.004
Si	-1.34	-4.073	14.962	0.003	-0.007	-0.001
Si	1.364	-1.365	14.962	0.016	-0.016	0.003
Si	4.074	1.351	14.97	0.001	-0.004	-0.002
Si	6.802	4.088	14.977	-0.009	0.01	-0.005
Si	4.091	-9.499	14.964	0.013	-0.016	-0.002
Si	6.783	9.511	14.963	0.019	-0.008	0.003
Si	4.073	-4.091	14.943	-0.007	0.019	-0.004
Si	6.78	-1.371	14.962	-0.003	0.006	-0.012
Si	-6.808	1.371	14.924	0.001	-0.003	-0.009
Si	-4.09	4.078	14.95	0.007	-0.003	0.002
Si	-6.81	6.78	14.951	0.005	-0.002	-0.007
Si	-4.072	9.514	14.982	0.005	-0.013	0.001
Si	-6.804	-4.083	14.955	-0.015	0.005	0
Si	-4.071	-1.359	14.939	-0.006	0.009	-0.008
Si	-2.692	-0.018	16.297	0.022	-0.005	-0.015
Si	-0.026	2.712	16.326	-0.004	-0.021	-0.003
Si	-2.729	5.437	16.306	0.008	-0.002	0.003
Si	0.009	8.172	16.313	-0.001	-0.011	-0.003
Si	-2.688	-5.438	16.322	0.025	0.018	-0.006
Si	0.005	-2.706	16.338	-0.031	0.023	-0.003
Si	2.715	-0.011	16.333	-0.001	0.003	-0.003
Si	5.446	2.708	16.319	0	-0.007	-0.009
Si	2.725	5.465	16.305	-0.036	0.042	-0.014
Si	5.43	-8.145	16.362	0	0.023	-0.001
Si	2.765	-5.454	16.343	0.015	-0.044	0.001
Si	5.399	-2.731	16.318	0.028	0.005	0.003
Si	-8.173	0.02	16.274	-0.016	0.002	-0.015
Si	-5.473	2.728	16.299	-0.024	0.011	-0.003
Si	-8.141	5.429	16.353	-0.001	-0.015	0.011
Si	-5.46	8.134	16.308	0.004	-0.008	-0.006
Si	-8.181	-5.439	16.304	-0.004	0	-0.003
Si	-5.426	-2.722	16.295	0.015	-0.007	-0.006
Si	-1.348	-1.344	17.73	0.001	0	0.003
Si	1.287	1.292	17.677	-0.01	-0.013	-0.031
Si	-1.346	4.123	17.678	-0.002	0.013	0.009
Si	1.426	6.881	17.671	0.006	0.047	-0.026
Si	-1.377	-6.841	17.693	-0.016	-0.018	-0.011
Si	1.401	-4.069	17.645	-0.024	0.019	0.026
Si	4.107	-1.325	17.708	0.003	0.003	-0.006
Si	-9.48	1.381	17.687	0.008	0.008	-0.021
Si	4.039	4.051	17.631	0.025	-0.017	0.025
Si	-9.487	6.828	17.685	0.008	0	-0.006
Si	4.087	-6.804	17.792	0.003	-0.013	0
Si	-9.622	-4.156	17.66	-0.024	-0.037	-0.009
Si	-6.853	-1.381	17.591	0.006	0.008	0.019
Si	-4.079	1.357	17.577	0.008	-0.013	-0.007
Si	-6.827	4.028	17.747	-0.013	0.006	-0.016
Si	-4.158	6.716	17.667	0.018	-0.025	-0.02
Si	-6.77	9.56	17.638	0.007	0.015	-0.011
Si	-3.995	-4.018	17.661	0.004	-0.024	-0.042
Si	-0.026	-0.015	19.172	0.048	0.025	0.001
Si	2.628	2.68	18.955	-0.004	0.027	0.032
Si	0.073	5.536	18.975	-0.032	-0.058	0.035
Si	2.732	8.172	19.191	-0.049	-0.003	-0.005
Si	0.074	-5.475	18.968	0.047	-0.015	0.051
Si	2.716	-2.677	19.032	-0.051	-0.008	0.028
Si	5.505	0.051	19.058	-0.016	-0.042	0.027
Si	-8.167	2.675	19.169	-0.017	-0.017	0.013
Si	5.442	5.398	18.935	0.023	0.029	0.003
Si	-8.128	8.259	19.031	-0.006	-0.065	0.064
Si	5.426	-5.46	19.205	0.05	0.049	0.02
Si	-8.278	-2.744	18.89	0.001	0.032	0.034
Si	-5.444	-0.028	18.874	-0.006	0.004	0.052
Si	-2.759	2.727	18.946	0.002	-0.031	0.042
Si	-5.464	5.355	19.12	0.037	0.058	0.026
Si	-2.823	-8.238	18.989	0.012	0.015	0.041
Si	-5.36	-5.387	18.94	-0.028	-0.029	-0.004
Si	-2.662	-2.704	19.122	-0.027	-0.03	0.006
Si	-0.481	3.275	21.56	0.001	-0.005	0.041
Si	1.36	4.106	20.334	0.018	0.024	0.017
Si	-2.243	4.96	21.533	0.211	-0.134	-0.645
Si	1.36	-6.728	20.546	0.001	0.048	0.086
Si	-1.187	-4.096	20.368	-0.054	0.058	0.04
Si	1.368	-1.403	20.52	0.025	0.015	0.041
Si	4.035	1.405	20.323	0.023	0.027	0.038
Si	-9.645	4.056	20.434	-0.007	-0.02	0.05
Si	5.943	7.576	21.629	0.236	-0.116	-0.637
Si	-9.448	9.526	20.574	-0.013	0.008	0.032
Si	4.013	-4.013	20.474	-0.024	-0.02	0.023
Si	6.837	-1.396	20.397	-0.066	0.018	0.034
Si	-6.711	1.234	20.393	-0.001	0.047	0.07
Si	-4.086	3.955	20.479	-0.047	-0.088	0.076
Si	-6.908	6.741	20.358	-0.303	-0.251	-0.457
Si	-4.035	-6.727	20.342	0.001	0.028	-0.018
Si	-6.805	-4.018	20.145	-0.025	-0.024	0.017
Si	-4.116	-1.29	20.339	0.027	0.009	0.087
Si	-3.2	0.492	21.595	-0.006	-0.008	0.014
Si	-1.428	1.455	20.4	0.008	-0.053	0.048
Si	-1.377	6.802	20.325	0.028	0.023	0.043
Si	-0.565	8.661	21.553	-0.045	0.085	-0.769
Si	-2.188	-5.882	21.467	0.204	-0.091	-0.563
Si	0.512	-3.237	21.78	0.032	-0.079	0.009
Si	2.976	-0.15	21.707	-0.214	0.004	-0.73
Si	4.873	3.147	21.669	-0.203	0.235	-0.567
Si	3.144	4.956	21.649	0.032	-0.04	-0.003
Si	4.147	6.694	20.39	0	0.046	0.053
Si	2.273	-4.878	21.827	-0.252	0.047	-0.643
Si	5.164	-2.404	21.756	0.169	-0.115	-0.818
Si	-8.185	-0.367	23.803	0.208	0.021	-0.598
Si	-4.972	2.087	21.748	0.17	-0.041	-0.628
Si	-8.67	5.834	21.582	-0.274	0.24	-0.602
Si	-5.449	-7.455	22.054	0.382	0.303	-0.453
Si	-7.831	-5.398	21.707	-0.217	-0.018	-0.704
Si	1.633	-2.026	-4.977	0.027	0.073	-0.007
Si	-2.289	-4.666	24.295	0.471	0.492	-0.162
Si	-3.715	6.335	26.706	-0.05	-0.038	0
Si	-2.736	-0.583	23.593	-0.058	0.296	-0.643
Si	-0.066	-4.471	-5.431	0.009	-0.015	0.055
Si	-4.767	-2.809	24.287	0.09	-0.149	-0.084
Si	0.033	3.197	23.84	-0.174	0.026	-0.734
Si	-10.22	7.974	24.64	-0.129	-0.074	-0.119
Si	4.571	-1.957	-5.551	-0.023	0.012	-0.074
Si	-7.719	6.228	24.499	-0.118	-0.142	-0.181
Si	4.074	6.15	26.1	0.017	0.05	-0.1
Si	4.836	6.819	-4.539	0.023	0.002	-0.006
Si	-9.769	-5.613	25.916	0.037	-0.047	-0.012
Si	-2.021	5.179	24.553	0.026	-0.013	-0.166
Si	2.403	-4.674	24.956	0.411	-0.248	0.185
Si	-5.363	8.153	24.887	-0.003	0.01	0.074
Si	-7.963	3.52	25.801	0.018	-0.024	-0.055
Si	-3.2	-7.323	-5.234	-0.032	-0.059	-0.056
Si	-5.883	-2.353	21.483	-0.08	0.387	-0.44
Si	-4.578	1.292	-0.443	0.194	-0.223	0.527
Si	-1.491	4.622	-0.519	0.006	-0.499	0.517
Si	-7.304	3.492	-3.013	0.042	0.044	0.053
Si	-3.869	-4.932	-1.413	-0.017	0.093	0.074
Si	-6.126	4.086	-0.425	-0.331	0.183	0.577
Si	1.937	-6.865	-4.984	0.003	0.012	-0.059
Si	2.246	5.455	23.76	0.14	-0.031	-0.648
Si	-10.547	-1.123	-2.749	0.099	0.057	-0.073
Si	-1.97	-3.28	-3.402	-0.087	-0.001	-0.04
Si	4.439	2.052	-5.591	0.093	0.071	0.099
Si	1.97	2.064	-3.693	-0.104	0.021	0.058
Si	-10.177	-6.7	-5.331	0.078	0.005	0.056
Si	-8.191	-2.863	-2.241	0.084	-0.125	0.168
Si	-6.662	-3.051	-4.909	0.076	0.001	0.011
Si	-5.887	1.58	24.79	-0.014	-0.035	-0.278
Si	3.671	-5.353	26.804	-0.146	0.138	-0.62
Si	-4.447	3.241	-4.261	0.047	0.062	0.069
Si	3.837	-1.253	-0.451	0.319	-0.136	0.555
Si	-10.133	1.984	24.357	-0.079	-0.074	-0.121
Si	2.769	-3.414	-2.398	0.007	-0.085	-0.08
Si	-6.321	-3.034	26.903	0.039	0.025	0.054
Si	0.807	4.555	-4.53	-0.065	0.001	0.052
Si	-9.798	6.354	-0.675	0.249	0.017	0.601
Si	-1.472	-6.687	-0.547	0.1	-0.214	0.565
Si	-1.961	4.683	-3.35	-0.063	-0.096	0.031
Si	-5.464	-5.795	-3.897	0.13	-0.005	0.114
Si	5.113	-7.15	-0.717	-0.233	0.208	0.495
Si	4.357	-5.711	-3.338	-0.068	-0.086	0.083
Si	-10.726	3.254	-0.911	0.008	-0.051	0.033
Si	1.539	0.555	-0.997	-0.105	0.083	0.141
Si	0.754	-4.462	-0.63	0.389	-0.063	0.591
Si	-3.044	0.75	-3.083	-0.001	0.021	0.087
Si	2.009	7.119	-3.254	0.026	-0.088	0.019
Si	1.207	-1.989	25.778	0.001	-0.023	0.12
Si	-2.322	7.662	-2.62	-0.171	-0.013	0.035
Si	-3.936	-1.459	-4.769	0.111	-0.035	0.025
Si	-3.216	0.543	26.209	-0.027	-0.035	-0.03
Si	-8.527	-5.363	-0.553	0.076	-0.064	0.099
Si	-6.862	-6.171	26.69	0.016	0.072	-0.031
Si	4	1.577	26.492	-0.023	-0.006	0
Si	-0.781	-2.943	23.768	0	-0.621	-0.391
Si	-8.752	6.162	-3.41	0.001	-0.015	0.113
Si	-9.154	-3.37	23.856	0.045	0.112	-0.25
Si	-0.202	-6.149	25.964	-0.173	0	-0.093
Si	-4.724	7.525	1.356	-0.038	0.038	0.049
Si	1.262	6.124	-0.382	-0.092	0.37	0.494
Si	-6.317	-1.834	1.643	0.016	0.007	-0.061
Si	0.036	7.539	24.433	-0.053	0.067	-0.157
Si	-7.395	-7.812	-5.067	0.054	0.029	-0.018
Si	-7.6	-0.592	21.577	0.069	-0.012	-0.076
Si	1.776	0.852	24.463	0.062	-0.107	-0.093
Si	-9.697	1.715	-3.462	-0.09	0.048	0.063
Si	-0.418	0.428	-4.671	-0.086	-0.085	0.116
Si	-0.598	-1.71	-1.139	-0.119	-0.017	0.18
Si	-1.335	1.344	9.504	0	-0.011	0.001
Si	1.366	4.061	9.507	-0.024	-0.017	0.004
Si	-1.348	6.808	9.521	0.018	0.019	-0.001
Si	1.361	-6.797	9.511	0.016	0.007	0.005
Si	-1.36	-4.094	9.544	-0.018	-0.004	0.002
Si	1.379	-1.35	9.52	-0.002	0.022	-0.002
Si	4.078	1.369	9.513	0.009	0.006	0.001
Si	6.79	4.089	9.529	0.028	0.019	0.014
Si	4.064	6.783	9.515	-0.012	-0.019	-0.003
Si	6.804	9.519	9.527	0.002	0.012	-0.006
Si	4.067	-4.065	9.499	-0.004	-0.012	0.003
Si	6.78	-1.361	9.514	-0.034	-0.019	0.004
Si	-6.825	1.367	9.523	-0.006	-0.007	-0.007
Si	-4.084	4.09	9.522	-0.007	0	-0.011
Si	-6.815	6.795	9.539	-0.015	-0.03	0.01
Si	-4.074	-6.815	9.548	-0.021	-0.014	0.003
Si	-6.793	-4.071	9.537	0.026	0.013	0
Si	-4.06	-1.355	9.523	0.029	0.015	-0.001
Si	-2.697	-0.002	10.876	-0.001	-0.002	0.004
Si	0.006	2.713	10.876	0.004	-0.011	0
Si	-2.717	5.448	10.877	0	0	0
Si	0.008	-8.155	10.886	-0.012	0.006	0.001
Si	-2.719	-5.448	10.904	0.004	0.004	-0.002
Si	0.009	-2.715	10.871	0.005	-0.011	0.001
Si	2.728	0.009	10.882	0.001	-0.009	0.007
Si	5.431	2.723	10.883	-0.001	-0.001	0.005
Si	2.716	5.425	10.882	0.013	-0.004	0.001
Si	5.427	8.156	10.869	0	-0.008	-0.005
Si	2.721	-5.434	10.864	-0.015	0.012	0
Si	5.429	-2.723	10.877	0.001	0.008	0
Si	-8.18	0.002	10.879	0.014	0.006	0.006
Si	-5.45	2.725	10.871	-0.006	0.001	-0.001
Si	-8.172	5.441	10.891	-0.007	0.013	-0.002
Si	-5.445	8.151	10.895	0.008	-0.005	-0.004
Si	-8.15	-5.446	10.889	0.01	-0.01	-0.003
Si	-5.43	-2.712	10.888	-0.016	0.004	-0.001
Si	-1.347	-1.364	12.242	-0.005	0.001	0.003
Si	1.37	1.366	12.244	-0.007	-0.006	0.002
Si	-1.363	4.076	12.232	0.002	-0.006	-0.005
Si	1.361	-9.526	12.243	0.002	-0.004	-0.002
Si	-1.347	-6.798	12.257	-0.003	0.001	0.009
Si	1.362	-4.079	12.225	0.001	0	-0.002
Si	4.073	-1.364	12.24	0.006	0.001	0.002
Si	6.783	1.358	12.244	-0.009	0.004	0.007
Si	4.079	4.082	12.255	0	0.002	0.006
Si	6.785	6.802	12.237	0.018	-0.012	0.004
Si	4.076	9.523	12.229	-0.004	0.013	-0.003
Si	6.802	-4.08	12.234	-0.01	-0.005	-0.008
Si	-6.804	-1.352	12.235	0.005	0.002	0
Si	-4.078	1.361	12.216	0.006	0.001	-0.008
Si	-6.805	4.081	12.237	-0.008	0.006	0.002
Si	-4.073	6.803	12.247	-0.013	-0.002	-0.002
Si	-6.804	9.509	12.257	0.013	-0.003	0.002
Si	-4.084	-4.087	12.252	0.006	0.001	0.004
Si	0.014	0.001	13.597	0.016	0.013	0.003
Si	2.719	2.726	13.618	0.013	0.005	-0.001
Si	-0.006	5.432	13.6	-0.021	-0.009	0.001
Si	2.721	-8.155	13.598	0.001	0	0.012
Si	0.021	-5.429	13.604	0.016	0.022	-0.009
Si	2.71	-2.729	13.594	-0.021	-0.013	-0.011
Si	5.424	-0.009	13.602	-0.014	-0.028	0
Si	8.144	2.731	13.59	0.017	-0.005	0.005
Si	5.443	5.448	13.612	0.008	0.017	-0.007
Si	8.141	8.147	13.606	-0.031	-0.016	-0.008
Si	5.443	10.878	13.589	0.017	0.001	0.004
Si	8.159	-2.715	13.597	0.017	0.013	-0.002
Si	-5.433	0.008	13.583	0.007	0.012	-0.003
Si	-2.731	2.715	13.587	-0.021	-0.012	-0.004
Si	-5.439	5.439	13.59	0.01	0.004	0
Si	-2.713	8.164	13.61	0.014	0.011	-0.003
Si	-5.441	-5.455	13.614	-0.013	-0.006	0.002
Si	-2.711	-2.728	13.596	-0.004	-0.01	0.003
O	4.622	4.836	1.52	0.083	-0.013	-0.19
O	-6.053	7.436	21.585	0.298	-0.364	0.154
O	-5.421	2.15	23.336	-0.304	0.039	0.319
O	-10.279	-6.751	24.881	-0.451	0.135	-0.597
O	-0.495	-7.959	23.156	-0.084	0.107	0.329
O	-2.279	0.213	24.926	0.594	0.365	0.166
O	2.405	0.687	22.984	-0.208	0.529	-0.023
O	1.163	-1.738	27.379	0.079	-0.427	0.137
O	-8.688	7.503	24.688	0.388	0.503	0.019
O	5.293	2.541	23.137	-0.284	-0.033	0.312
O	-9.61	0.139	-3.113	0.556	-0.062	0.181
O	2.797	-5.015	23.402	0.443	-0.252	0.384
O	3.339	1.782	-4.468	0.087	-0.077	0.008
O	-9.394	-4.211	25.209	-0.146	0.048	0.46
O	3.101	-2.545	-1.091	0.036	-0.403	0.056
O	-8.073	5.516	23.088	0.313	-0.178	0.025
O	-5.066	3.232	-5.731	0.06	-0.399	0.062
O	-5.488	-3.152	22.88	-0.311	-0.271	0.096
O	-5.846	0.315	-0.799	-0.153	-0.068	-0.522
O	-5.095	2.831	-0.361	0.564	0.145	-0.052
O	-3.588	1.903	-4.066	0.257	-0.099	-0.429
O	0.419	1.72	24.37	-0.453	-0.394	0.326
O	-9.861	2.389	0.15	-0.097	0.16	0.134
O	2.31	-3.059	25.245	0.222	0.222	-0.362
O	2.725	-0.109	-0.118	0.004	0.207	0.823
O	-2.377	-7.687	-3.9	0.095	0.222	-0.231
O	-8.071	7.267	-4.33	-0.088	-0.023	0.022
O	-7.88	5.125	25.666	-0.054	0.047	0.64
O	-0.971	6.362	24.856	0.152	0.292	0.305
O	-8.02	-4.439	-1.813	0.301	-0.196	-0.356
O	4.284	-6.706	-2.051	-0.549	-0.295	-0.089
O	-1.327	-7.96	-1.549	0.515	-0.376	-0.094
O	-3.422	4.468	-4.013	0.004	0.217	-0.204
O	0.896	-5.273	25.156	-0.038	0.099	-0.361
O	-2.637	-5.593	23.018	-0.253	-0.18	0.157
O	1.474	-0.597	25.043	0.036	0.075	-0.149
O	0.519	-0.601	-1.45	-0.043	-0.104	-0.359
O	1.739	3.653	-3.548	0.464	0.103	0.368
O	-5.885	-2.6	25.419	-0.237	0.62	-0.218
O	2.336	5.013	0.135	0.061	-0.061	-0.144
O	1.274	4.208	24.141	0.089	-0.082	0.243
O	-9.15	-4.204	0.378	-0.241	0.366	-0.283
O	0.087	-7.715	25.644	0.241	-0.114	0.452
O	-8.483	-6.201	26.693	-0.088	-0.353	0.474
O	-5.051	-5.541	-2.346	-0.505	-0.139	0.235
O	-1.896	3.881	-1.925	-0.283	-0.483	-0.152
O	-0.426	-5.522	-0.939	0.148	0.123	-0.226
O	-4.27	7.681	25.988	0.299	0.328	-0.186
O	-6.52	2.819	25.61	0.303	0.053	0.027
O	-10.527	2.587	-2.372	-0.297	-0.036	0.084
O	-5.267	5.362	-0.997	-0.162	0.04	-0.559
O	-1.268	-2.12	-2.535	-0.011	0.577	-0.099
O	-8.299	0.26	0.233	-0.084	-0.157	-0.145
O	-2.993	-6.11	-0.724	-0.118	-0.31	0.029
O	-4.828	5.575	27.598	-0.411	0.135	-0.255
O	-5.729	3.302	-3.288	0.131	-0.006	0.4
O	-3.4	1.15	-1.561	0.531	0.292	-0.15
O	-8.696	6.621	-1.853	0.255	0.523	0.068
O	2.989	7.076	26.843	-0.659	0.068	-0.234
O	-4.628	1.098	25.669	0.025	0.136	0.569
O	-6.684	-6.406	22.306	0.103	0.143	0.669
O	-7.695	-2.282	27.318	-0.208	0.088	-0.414
O	2.119	-2.454	-3.5	-0.092	0.336	0.242
O	4.838	-3.515	-5.896	-0.159	-0.168	0.585
O	-10.568	-3.052	23.133	-0.393	-0.272	0.514
O	-9.735	-6.421	-0.83	-0.066	0.049	-0.259
O	2.988	-1.586	-5.773	0.1	0.225	-0.633
O	-2.382	1.621	27.059	-0.3	0.521	0.037
O	5.297	-5.315	26.889	0.307	0.417	0.575
O	-6.437	-4.633	26.885	0.026	-0.091	0.133
O	0.996	-3.295	-5.737	0.321	-0.044	-0.297
O	-8.534	3.125	27.263	-0.663	-0.193	0.076
O	-2.934	-4.081	-2.402	0.23	0.162	-0.259
O	-6.165	-4.537	-4.588	-0.446	-0.194	-0.03
O	-10.347	4.836	-0.966	-0.069	-0.039	-0.005
O	-2.702	5.681	-0.21	-0.029	0.049	0.74
O	0.072	-2.999	-0.435	0.155	0.079	0.252
O	-8.893	2.977	24.601	0.06	0.281	-0.483
O	-7.288	-6.209	0.107	0.261	-0.143	-0.363
O	-7.935	4.805	-3.697	0.003	-0.018	-0.558
O	-4.703	-7.699	23.481	0.448	-0.036	0.095
O	-6.479	-7.047	-3.978	-0.05	-0.338	0.388
O	-9.561	0.488	24.056	-0.316	-0.275	-0.027
O	2.779	1.615	25.451	-0.075	0.348	0.03
O	-7.37	3.696	-1.406	-0.643	0.067	0.153
O	-2.64	5.372	23.074	-0.229	-0.03	0.175
O	5.431	7.731	23.191	-0.291	-0.155	0.047
O	1.444	-7.766	-3.74	-0.508	0.295	0.352
O	4.258	0.079	27.033	-0.329	-0.345	-0.408
O	-1.608	-1.658	23.165	-0.015	0.234	-0.361
O	4.053	3.152	-0.406	-0.293	-0.347	-0.306
O	3.126	-6.76	27.355	-0.48	0.096	0.14
O	-0.765	4.214	-4.32	-0.01	-0.386	0.006
O	3.6	7.06	-3.545	-0.002	0.125	0.246
O	4.274	5.991	-5.791	-0.317	0.32	-0.088
O	-4.001	7.663	-5.67	0.254	-0.316	0.073
O	-8.162	2.224	-3.509	0.27	-0.355	-0.266
O	-10.315	5.989	-3.794	-0.165	-0.352	-0.026
O	5.322	2.029	25.705	0.363	0.076	0.183
O	-1.269	3.745	24.65	-0.174	-0.468	0.523
O	-6.24	6.832	24.577	0.426	-0.423	-0.134
O	-7.374	-1.798	-1.329	0.006	0.099	-0.041
O	4.801	-0.603	-1.574	-0.098	0.517	-0.09
O	-4.072	-1.374	24.062	-0.456	0.264	0.197
O	-1.462	0.523	-3.412	0.259	-0.003	0.293
O	-1.706	-1.127	-0.118	-0.338	0.284	-0.198
O	4.107	-1.23	22.219	0.19	-0.22	0.623
O	-3.46	-0.753	27.167	0.095	-0.291	-0.023
O	4.402	4.957	27.133	0.503	-0.09	-0.099
O	-3.223	5.256	25.608	-0.553	-0.46	-0.1
O	-2.459	6.755	27.625	0.28	0.283	-0.193
O	1.164	6.061	-4.122	-0.546	0.161	-0.058
O	-0.826	-4.239	-4.016	-0.146	-0.525	0.319
O	-1.665	-5.62	25.471	-0.311	-0.273	0.441
O	-0.037	-5.948	27.548	0.091	0.032	0.004
O	5.375	7.544	-0.734	-0.291	0.059	-0.175
O	-3.773	7.38	-1.912	-0.367	0.212	-0.229
O	-6.25	-6.899	25.384	-0.033	0.074	-0.172
O	1.835	6.921	-1.666	0.374	0.481	0.033
O	-10.857	-8.134	-5.101	-0.106	-0.038	-0.218
O	0.753	-5.863	-5.414	-0.451	-0.331	-0.242
O	-4.451	-4.002	-0.213	0.025	-0.105	-0.103
O	1.45	6.861	24.007	-0.031	0.459	-0.057
O	-9.735	-2.397	-2.182	-0.204	-0.215	0.417
O	4.097	-4.186	-2.879	0.361	0.464	-0.25
O	4.919	-1.599	-4.025	-0.044	-0.254	0.126
O	-2.82	-2.63	-4.622	0.055	-0.307	-0.287
O	2.099	1.287	-2.303	0.204	0.082	-0.198
O	-10.486	-5.814	-4.002	0.647	0.487	0.036
O	-3.866	-0.6	-3.402	-0.384	-0.299	0.646
O	-8.443	-1.945	24.209	-0.095	-0.236	0.23
O	5.334	7.089	25.746	0.323	0.037	0.517
O	-10.42	1.885	-4.903	0.267	0.059	-0.37
O	0.808	1.657	-0.086	-0.023	0.206	-0.387
O	-8.323	-4.373	22.884	-0.065	-0.232	0.232
O	-6.963	0.355	24.629	0.172	-0.089	0.478
O	-3.699	-3.949	24.742	0.078	-0.328	0.632
O	-0.092	5.375	-0.862	0.19	0.053	-0.098
O	3.247	-6.068	-4.463	0.018	0.198	-0.657
O	0.689	1.577	-4.536	-0.095	0.26	-0.375
O	-8.587	-6.844	-5.592	0.06	0.641	-0.482
O	-0.222	-2.535	25.253	-0.474	0.062	0.272
O	1.678	-4.52	-1.965	0.276	-0.549	-0.314
O	-7.72	-2.659	-3.768	-0.395	0.202	-0.127
O	-1.728	6.252	-3.092	0.74	0.018	0.017
O	3.509	5.465	24.765	0.084	-0.238	-0.161
O	-5.407	-2.051	-4.908	-0.12	0.22	-0.095
O	-4.178	-6.108	-4.826	0.035	0.285	-0.41
O	0.447	-0.94	-4.812	-0.146	-0.244	0.045

Results
total energy: -103848.941 eV
total energy less fixed offsets of O -438.25, Si -107.07 eV per atom: -4.491 eV
